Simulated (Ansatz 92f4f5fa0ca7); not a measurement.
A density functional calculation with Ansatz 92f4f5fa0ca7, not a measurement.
Periodic cell of 130 atoms, Si86O44, from a study of silicon, its oxide and their interface. The atomic structure is a simulated model.

Settings
functional: r2SCAN
potential files: Ansatz norm-conserving
basis: plane waves
wave-function cutoff: 1300 eV
density cutoff ratio: 4
exchange-correlation grid ratio: 1
k mesh: 2 x 2 x 1, shifted by 0.5 0.5 0.5 of a step
self-consistency stop: 5e-08 eV per atom in the density residual
occupations: Fermi-Dirac, 0.05 eV
spin: none
net charge: 0

Cell vectors (angstrom)
a, 10.88, 0, 0
b, 0, 10.88, 0
c, 0, 0, 18.7774

Atoms and the computed forces on them: element, x, y, z (angstrom), force x, y, z (eV/angstrom)
Si, 3.8249, -4.6596, -2.4199, -0.0275, 2.1046, 1.0812
Si, 3.8122, -1.802, -2.2052, -2.8913, -0.5911, 2.982
Si, -0.8493, 4.185, -2.3732, 2.9593, 4.559, 1.2191
Si, 4.354, 9.9355, 0.0582, 0.5296, -1.8041, 0.403
Si, 7.1214, -1.8308, 0.2203, 1.5293, -1.255, 1.2382
Si, 10.4181, 0.2069, -0.2853, 1.0709, 0.0286, 3.8482
Si, 5.7439, 4.7645, -0.4343, -0.7905, 0.4482, 0.0211
Si, 10.3151, 10.2468, -2.1729, -0.0061, 0.3221, -4.9437
Si, 3.6256, 1.0611, 0.8189, -1.9867, 1.829, -1.0944
Si, 6.1365, 2.7952, 0.8572, -1.4093, -0.2756, -0.0626
Si, 2.0628, 8.2065, 1.3063, -0.7738, 2.1317, -1.1424
Si, 1.4516, 7.8432, -0.9535, 2.2301, -2.5843, -0.5943
Si, 9.495, -1.7261, 1.1226, -0.8223, 0.5965, -0.3219
Si, 12.1468, -0.1259, 1.3744, 0.5748, 1.0082, 0.2183
Si, 7.4769, 6.2682, 0.6232, -0.6824, 0.5646, -1.2266
Si, 12.5996, 3.6452, -0.775, 0.5732, -1.214, 2.1253
Si, 0.6806, 2.1792, 2.7205, -0.0692, -1.5767, 0.1959
Si, 4.0804, -0.1858, 2.8005, -2.4836, 1.3285, 0.622
Si, -0.0126, 8.5338, 3.328, -1.7047, -0.1292, -0.648
Si, 2.8172, 5.8178, 2.436, 1.2714, -2.1596, 1.4487
Si, 6.1523, 2.1051, 3.1179, 0.2194, -1.2968, 0.3112
Si, 7.7439, 0.0683, 2.9066, -1.5031, -0.6247, 0.4691
Si, 5.1418, 8.9288, 3.4517, 2.3871, -0.5355, 0.9728
Si, 8.2096, 4.8775, 2.318, -0.929, 1.6292, 1.4955
Si, 1.9745, 4.0455, 3.8314, -2.566, 2.0835, -2.6559
Si, 4.4874, 1.2188, 4.5581, 0.0097, -0.0072, 1.1982
Si, 1.8228, 9.7108, 4.0993, 1.2738, 0.0853, 0.324
Si, 4.5773, 6.8352, 3.9212, -0.4544, -2.6379, -0.5424
Si, 7.2787, 3.7362, 4.2164, 0.8667, 0.4899, 0.6098
Si, 9.7507, 0.683, 3.5014, 2.1311, 0.3637, 0.1614
Si, 6.9973, 9.5809, 4.8898, 0.162, -0.6093, -0.4842
Si, 9.3255, 6.1655, 4.1438, 0.1591, 1.9596, 1.0265
Si, 0.7374, 0.8333, 4.9715, 0.7766, -0.3462, 1.1459
Si, 2.7061, 2.7669, 5.2937, 1.6501, -2.3417, 2.7524
Si, 0.0454, 4.7789, 5.3203, 1.6681, 0.8024, -1.7249
Si, 2.9448, 7.6212, 5.3142, -0.8696, 1.0071, 0.424
Si, 5.3103, -0.3487, 6.5408, -0.2434, -0.0299, -1.2766
Si, 8.5891, 1.5279, 5.284, -0.6844, -0.8987, 0.6038
Si, 5.7428, 5.0504, 5.4223, -0.0103, 1.8277, 0.26
Si, 8.3009, 7.5388, 5.9783, 1.426, 1.5518, -2.121
Si, 1.1903, 2.0511, 7.4472, -0.4128, 0.293, -0.7883
Si, 3.8454, 4.4182, 6.6236, 0.0047, -0.4877, 0.338
Si, 1.2095, 6.3717, 6.536, 0.5484, -0.1252, 0.6789
Si, 4.7775, 8.0099, 6.7914, -1.1325, 2.6131, -2.6951
Si, 7.4761, 0.5354, 7.3816, 0.1496, -0.4377, -0.7344
Si, 9.1961, 3.5911, 5.9085, -1.2298, -0.2867, 1.0978
Si, 6.6283, 6.9699, 7.2478, 0.2644, -2.4953, 1.3869
Si, 10.1372, 9.5716, 7.3621, -1.1164, 0.0263, -0.8689
Si, -1.356, 2.7979, 8.2143, 0.4849, 0.3563, 0.2678
Si, 2.4389, -0.0314, 7.1328, 2.313, 0.678, -2.9352
Si, 0.4802, 7.7544, 8.2684, -0.0507, 1.296, 0.9068
Si, 2.7967, 5.8612, 8.2869, 0.8315, -0.8828, 1.8876
Si, 6.0218, 2.2374, 8.0669, 0.4302, 0.6209, 0.5891
Si, 7.9392, -1.3879, 9.2106, -0.3125, 1.5732, -0.6833
Si, 5.598, 9.1636, 10.3016, 0.772, -1.5957, -0.4755
Si, 7.6311, 4.253, 8.5827, -0.8464, -1.336, 0.444
Si, 0.1597, 3.2052, 11.4501, -0.4559, -1.4432, 3.7299
Si, 1.0454, -0.4673, 8.6429, -1.9404, 0.5009, 2.1443
Si, 0.245, 7.0255, 12.6813, 2.7348, 2.4607, 0.3682
Si, 4.0832, 8.0503, 8.7805, 0.0194, -1.2361, 2.0734
Si, 7.2359, 6.1954, 9.7869, -2.0905, -1.3125, -0.2691
Si, 8.5645, 0.9446, 9.7197, 1.2854, -1.1692, -1.2053
Si, 5.5161, 11.345, 9.6621, 0.943, -0.4095, 1.1369
Si, 10.0269, 6.7181, 10.7527, -3.4696, 0.3756, -0.4755
Si, 0.516, 0.3405, 14.5008, -0.2713, -0.0997, -1.6927
Si, 0.7663, 4.2679, 9.4991, 0.7187, 0.3184, -0.2313
Si, -1.4772, 1.8297, 12.6978, -1.8416, -0.3126, -2.1235
Si, -6.039, 12.5186, 12.1328, -3.107, -2.5279, 1.3156
Si, 7.8153, -0.2242, 16.4997, -1.9207, -1.4996, -0.7084
Si, 5.312, 4.6834, 12.0542, 7.0499, 1.1176, 0.9143
Si, 2.3079, 8.8921, 9.7323, 0.2092, -0.0318, 0.7252
Si, 8.8699, 8.0112, 15.9046, -1.8918, -0.6092, -0.7143
Si, 7.2968, 3.5251, 14.0506, -2.8765, 8.4471, 2.3878
Si, 2.8318, 5.3591, 13.5929, 2.6137, -3.9924, 1.5995
Si, 9.0633, 12.8757, 17.796, 2.605, 0.8625, -1.8641
Si, 9.3969, -4.3907, 17.799, -1.5385, -0.9377, -1.0656
Si, 10.4028, 3.5087, 20.0554, 0.8942, 0.6584, -0.5317
Si, 1.2983, 9.2057, 12.2165, 0.004, 1.8078, 0.8189
Si, -7.0448, 1.7061, 8.0403, -1.2362, -0.4569, 0.2202
Si, 5.0837, 2.7214, 16.283, 2.0203, 1.0492, -0.1248
Si, 9.7857, 5.1699, 13.7906, -0.8555, -1.3974, 3.259
Si, 3.9126, 3.9251, 19.9527, 0.3588, 0.7496, -0.641
Si, 0.0735, 11.7267, 10.5304, 1.5167, -2.2705, -0.8045
Si, 1.5856, 3.2012, 13.4961, -0.7174, -2.5634, -0.4376
Si, 13.3172, 1.7996, 9.9477, -2.0235, 0.2686, -2.9507
Si, 5.099, 11.4852, 15.2496, 0.0325, 1.103, -2.4823
O, 4.1171, -0.462, -2.907, -0.9089, 1.2799, -1.2525
O, 9.9796, -10.362, -5.2568, -0.1855, 1.442, 0.5095
O, 3.7037, -2.399, 1.1841, -0.1185, 1.2353, -1.0611
O, -0.1288, -5.3573, -8.6936, 0.5113, -2.119, -1.1315
O, -10.8476, 7.0193, -1.0643, 2.8431, 0.6386, 0.5389
O, -0.6221, 7.7148, -9.2659, -0.4888, 0.8665, -0.2332
O, 2.7656, 6.6023, -1.2351, -1.7017, 0.5797, -0.278
O, -8.0194, 9.043, -7.3597, -3.7971, -0.1293, -0.5152
O, 7.0505, -1.742, -1.3975, 1.8171, 1.9709, -1.6935
O, 6.0326, -0.6435, 0.5078, -2.2226, -1.0556, 0.0682
O, 3.1421, 1.4472, -7.5057, 4.768, 0.308, 4.9368
O, 6.5653, 10.7952, -3.4618, 2.0734, 0.3232, 1.2409
O, 9.8504, 4.8519, 2.1009, 0.1343, -2.12, -1.4541
O, -0.848, 4.5716, -6.438, 0.1027, 0.8691, 0.2281
O, 16.0243, 5.6965, -1.6807, 0.7553, -0.2546, 0.0207
O, 15.1167, 7.8341, -3.0644, 0.1918, -4.1911, -0.3779
O, 2.0445, -2.0145, 16.6574, 0.7022, 0.5046, 0.8606
O, 1.5617, 1.626, 14.2492, -0.352, 3.4706, 0.1322
O, 8.8753, 2.7639, 19.1541, 2.1862, 3.0589, 2.2799
O, -2.5922, 6.6793, 10.8591, 4.501, 1.1749, 0.8613
O, 2.3091, 5.0428, 9.8219, -0.2738, 0.1141, -2.8014
O, 2.4459, -8.7878, 18.5756, 0.3127, 0.364, 0.1277
O, -4.3757, 14.0026, 15.3526, -2.0977, -1.317, 1.5836
O, -4.6437, 5.4908, 10.9036, -2.4998, -0.6552, 0.2568
O, 5.4895, 3.0657, 11.914, -2.395, 1.5669, -0.0061
O, 17.1579, 4.8412, 13.452, 0.3649, -2.8185, -1.2113
O, 12.4324, 6.8983, 21.0113, 1.1253, 0.3837, -1.0951
O, -0.6474, -4.1368, 14.0475, -0.5292, 0.1746, -1.8387
O, 4.5466, 11.7771, 13.6212, 1.0787, 1.4097, 0.1249
O, 1.7104, 17.0033, 12.8535, -2.942, 2.0056, -0.174
O, 7.8925, 2.4579, 13.1872, 2.8537, -3.0602, -1.0213
O, -0.5864, -2.0788, 15.8639, 1.0583, -0.5137, 0.4518
O, 9.127, 2.962, 16.2505, -1.1378, -4.4704, 2.2872
O, 6.2298, 3.3168, 9.3323, 1.7019, 0.8362, -1.7014
O, -3.0755, 1.2195, 17.385, -4.0857, -3.2101, -1.2809
O, -13.2455, 12.3402, 11.2161, 0.4039, -0.0104, 2.0955
O, 0.9194, 4.2957, 19.4333, -1.2051, -1.5424, -1.7887
O, 19.3054, 4.6949, 14.6022, 0.9456, -0.1123, -1.5756
O, 11.1071, -0.8145, 11.2407, 0.3416, 0.8956, 0.1638
O, 5.9338, 11.6595, 11.4126, -0.4767, -1.2309, -3.0645
O, -9.4819, -0.6156, 13.4932, 0.2707, -1.8684, 0.3391
O, 3.2666, 5.0311, 15.343, -0.1435, 3.0528, -3.2288
O, -10.9157, 4.6745, 15.0445, 0.328, -1.4203, -0.9658
O, 14.9708, 5.5295, 12.488, -3.8416, 0.5096, 1.5363

Results
free energy: -30479.539 eV
free energy less fixed offsets of O -463.61, Si -117.95 eV per atom: 63.001 eV
pressure: -1.79 GPa
stress xx, yy, zz, yz, xz, xy (GPa, positive in tension): 2.47, 1, 1.91, -1.89, 1.19, 1.43
